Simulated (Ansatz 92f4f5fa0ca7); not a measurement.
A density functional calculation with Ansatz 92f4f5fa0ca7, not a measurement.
Periodic cell of 226 atoms, Si133O92P1, from a study of silicon, its oxide and their interface. The atomic structure is a simulated model.
Doubt: the cutoff is far below the 930 eV that the study's wrapper takes by default for these files, so forces and energies are approximate.
This geometry differs little from another in the collection (a relaxation step or a small displacement).

Settings
functional: PBE
potential files: Ansatz PAW
basis: plane waves
wave-function cutoff: 580 eV
density cutoff ratio: 5
exchange-correlation grid ratio: 1
k mesh: 1 x 1 x 1, Gamma-centred
self-consistency stop: 5e-08 eV per atom in the density residual
occupations: fixed
spin: none
net charge: +1 e, with a uniform compensating background and no finite-size correction

Cell vectors (angstrom)
a  10.938  0  0
b  0  10.938  0
c  0  0  31.9494

Atoms: element, x, y, z (angstrom)
Si  10.6273  0.0016  24.4153
Si  5.0755  0.1256  24.6632
Si  2.8211  2.2927  24.526
Si  8.5725  2.4373  24.5613
Si  10.7073  5.5853  24.3307
Si  5.16  5.6165  24.447
Si  2.9908  7.9554  24.4055
Si  8.4195  7.8301  24.4162
Si  1.2924  1.133  25.8437
Si  6.8163  1.3314  25.7409
Si  3.9847  4.012  25.7319
Si  9.6902  4.0246  25.8553
Si  1.3384  6.7949  25.6696
Si  6.8046  6.7254  25.7565
Si  4.0005  9.468  25.9608
Si  9.4834  9.4422  25.8055
Si  2.6356  -0.1294  27.2927
Si  8.1375  -0.0637  27.1465
Si  0.0799  2.6572  27.2135
Si  5.4534  2.7254  27.1118
Si  2.6653  5.4177  27.1095
Si  8.1934  5.372  27.1358
Si  0.012  8.1543  27.1335
Si  5.5124  8.1457  27.1834
Si  4.0854  1.331  28.4987
Si  9.545  1.3219  28.5083
Si  1.3862  4.0709  28.5673
Si  6.8078  4.0655  28.5249
Si  4.0803  6.7833  28.4909
Si  9.5583  6.7852  28.4902
Si  1.2928  9.4853  28.6293
Si  6.822  9.5436  28.5642
Si  -0.0463  -0.016  29.9355
Si  5.4493  -0.0076  29.9017
Si  2.7711  2.7168  29.9036
Si  8.186  2.7068  29.8776
Si  -0.0144  5.4432  29.9
Si  5.4548  5.4522  29.8896
Si  2.7365  8.1455  29.9139
Si  8.2202  8.1815  29.8856
Si  1.3659  1.3769  31.2555
Si  6.8198  1.3753  31.2644
Si  4.1147  4.0899  31.2807
Si  9.5424  4.0856  31.2595
Si  1.3577  6.8154  31.2823
Si  6.8235  6.8484  31.2478
Si  4.0809  9.5665  31.266
Si  9.5473  9.5524  31.2967
Si  2.7361  0.0254  0.6849
Si  8.1947  0.0264  0.6805
Si  0.0077  2.7542  0.6831
Si  5.4806  2.752  0.7143
Si  2.743  5.4641  0.6886
Si  8.2005  5.5003  0.6694
Si  0.0137  8.2186  0.7105
Si  5.474  8.2337  0.6896
Si  4.0967  1.3927  2.0745
Si  9.5954  1.3724  2.0481
Si  1.3582  4.1424  2.062
Si  6.8346  4.1709  2.0513
Si  4.0946  6.8634  2.0487
Si  9.5736  6.8541  2.0658
Si  1.3647  9.6299  2.0666
Si  6.8215  9.6437  2.0513
Si  0.0281  0.0525  3.4876
Si  5.4742  0.0527  3.4609
Si  2.7119  2.7773  3.4161
Si  8.2422  2.8036  3.3509
Si  0.0228  5.5232  3.4649
Si  5.472  5.535  3.4467
Si  2.7356  8.2612  3.4023
Si  8.2346  8.3001  3.3745
Si  1.3769  1.4675  4.8688
Si  6.8962  1.5024  4.7265
Si  4.0515  4.1611  4.77
Si  9.6183  4.0929  4.7889
Si  1.3756  6.9588  4.8384
Si  6.8272  7.0457  4.7375
Si  4.0871  9.5837  4.8023
Si  9.5777  9.6048  4.842
Si  2.7524  0.0387  6.1536
Si  8.2694  0.1578  6.104
Si  0.0018  2.7977  6.329
Si  5.5042  2.8537  6.0814
Si  2.7662  5.6022  6.1599
Si  8.2216  5.6004  5.9316
Si  0.0646  8.3431  6.3416
Si  5.4819  8.3336  6.2477
Si  4.406  1.2063  7.3636
Si  9.7918  1.1541  7.6538
Si  1.1699  4.5061  7.4908
Si  6.6314  4.5505  7.2779
Si  4.3344  6.7177  7.5724
P  9.7281  6.6468  7.4179
Si  1.2845  9.9677  7.7562
Si  6.6953  10.0097  7.4244
O  9.5828  1.2365  23.9798
O  4.1045  6.8026  23.9444
O  4.0122  1.2394  24.0287
O  9.536  6.6987  23.8966
O  -0.1169  5.6082  7.9603
O  5.5546  0.1607  7.9793
O  0.0546  0.088  8.1669
O  5.5733  5.6555  7.929
O  7.6513  3.9681  8.4108
O  8.7995  7.0579  8.6554
O  2.1809  9.4679  9.0674
O  8.887  1.6692  8.9565
O  7.6718  9.4669  8.6599
O  3.5169  1.902  8.5533
O  3.5566  7.2225  8.954
O  1.9735  4.0824  8.876
O  8.1456  3.4917  23.3626
O  0.4474  4.9297  22.9528
O  1.9005  2.7414  23.2429
O  5.8383  4.9124  23.1201
O  5.5261  9.9874  23.509
O  2.4495  8.6946  23.0278
O  0.1913  10.0642  23.0902
O  7.7903  8.5756  23.0804
Si  8.6698  7.696  18.4462
Si  8.7909  6.3473  13.6403
Si  3.8112  1.5224  14.7271
Si  2.1464  5.7434  17.6289
Si  2.4175  3.1399  19.4907
Si  9.8316  9.0064  12.0717
Si  1.3346  9.4193  22.0779
Si  9.1904  0.9335  13.1737
Si  1.4169  5.0467  13.0404
Si  1.8082  8.246  12.8398
Si  6.6526  9.5536  22.4295
Si  4.5345  4.5909  15.7044
Si  8.2049  3.0238  9.6004
Si  0.8519  8.2415  19.2647
Si  6.9538  1.3486  21.0927
Si  8.263  8.3317  9.6532
Si  10.8872  5.2141  15.6187
Si  7.579  9.4988  16.3218
Si  9.9334  2.0492  20.2932
Si  3.2284  8.5121  9.9415
Si  6.6983  3.342  17.4055
Si  1.1716  0.2058  19.8041
Si  3.2162  2.8014  12.3079
Si  7.2267  5.3901  19.6822
Si  5.78  8.6481  11.5248
Si  5.7944  6.0597  13.2027
Si  4.6445  9.7023  17.6316
Si  1.0205  3.595  22.1693
Si  4.8998  1.4828  18.8031
Si  3.1342  3.1308  9.5377
Si  6.4721  10.7987  13.7784
Si  10.359  0.1132  15.9624
Si  5.6308  3.6608  11.1469
Si  9.848  3.8851  11.9228
Si  2.3554  9.9176  15.5641
Si  6.0874  8.117  19.8054
Si  6.9406  3.9713  22.3737
Si  9.7522  2.7787  17.358
O  7.2007  6.3712  13.9759
O  1.8927  7.0537  18.6776
O  10.2689  4.0617  16.5404
O  6.1726  9.9602  17.0483
O  10.1642  0.6512  14.4366
O  8.4551  6.113  18.8568
O  5.1823  0.666  14.3962
O  5.7135  2.0548  17.5187
O  8.3497  1.9376  20.5499
O  1.993  4.2934  18.3992
O  6.9261  2.8096  10.6043
O  4.8503  2.6936  12.1962
O  6.0378  4.3867  16.3368
O  4.5184  3.9473  9.9389
O  10.6913  2.7691  21.5505
O  9.7347  6.1854  14.9704
O  6.0169  6.4817  19.8399
O  4.088  0.1666  18.2836
O  9.2671  10.5285  12.2271
O  2.8464  4.3423  12.727
O  1.9135  10.7036  21.2152
O  3.9957  2.721  19.3842
O  0.7426  10.043  15.972
O  1.288  9.7989  18.8392
O  1.7144  1.6607  19.2711
O  8.9473  10.3973  16.4949
O  4.888  8.5794  18.7954
O  9.6182  8.7035  10.4615
O  6.7552  4.0847  18.8504
O  2.8405  1.6923  13.406
O  5.8346  8.7661  21.2699
O  2.5059  2.4565  10.882
O  7.6235  4.8438  21.1708
O  5.2404  7.4629  12.528
O  0.4422  9.0472  12.5009
O  7.6006  1.0357  13.5514
O  7.1241  9.6226  14.743
O  8.9791  4.9983  12.7318
O  8.1056  8.0395  16.9162
O  6.2178  2.574  21.903
O  2.4657  9.0595  14.125
O  0.4236  4.4933  11.864
O  0.8234  8.3127  20.9378
O  9.3731  3.8429  10.3663
O  9.6754  2.3586  12.5139
O  7.6311  8.56  19.3978
O  2.5816  8.1783  11.3941
O  3.9973  3.0466  15.3522
O  0.8122  4.481  14.4417
O  10.0535  2.9833  18.9497
O  9.1388  7.7806  12.9122
O  10.5164  0.5291  20.0716
O  6.034  5.0282  11.9334
O  8.153  2.7313  17.0061
O  3.5409  5.4651  16.7226
O  4.6975  9.117  10.3671
O  1.5443  6.6663  13.1885
O  4.7622  5.4882  14.3381
O  2.0466  3.854  20.9199
O  10.5593  1.4299  16.9065
O  0.9633  6.0744  16.5477
O  7.3359  10.9503  21.94
O  5.9372  0.9123  19.9159
O  6.1224  9.9973  12.3814
O  2.8739  0.5351  15.6097
O  7.0761  7.9813  10.7143
O  10.256  8.0126  18.6892
O  3.4541  9.1864  16.5894

Results
free energy: -137631.931 eV
free energy less fixed offsets of O -568.88, P -755.39, Si -635.61 eV per atom: -3.451 eV

Forces (eV/angstrom), in the order of the atoms: element, x, y, z
Si  -0.0237  -0.0045  0.0459
Si  0.0022  0.0154  0.0089
Si  0.0211  0.0014  0.0392
Si  0.0024  -0.0136  0.019
Si  0.0117  0.0279  0.0268
Si  -0.015  -0.0023  0.0392
Si  -0.0052  -0.0264  0.0211
Si  0.0127  0.0054  0.045
Si  0.0021  0.0049  -0.0434
Si  -0.0144  0.0023  -0.0188
Si  0.0047  -0.0006  -0.0234
Si  -0.0165  -0.0118  -0.0277
Si  -0.0144  0.0055  -0.0179
Si  -0.0011  -0.0078  -0.0416
Si  0.0013  0.0197  -0.028
Si  -0.0039  -0.0016  -0.0274
Si  0.0131  -0.0025  -0.0049
Si  0.0364  0.0147  -0.0056
Si  -0.0054  -0.0062  0.0031
Si  -0.0191  -0.0153  0.0036
Si  0.0143  0.0184  0.0065
Si  0.008  0.0108  0.0245
Si  0.0083  -0.0025  0.0076
Si  -0.0003  -0.0025  0.0138
Si  0.0241  0.0166  -0.0132
Si  -0.0205  -0.0251  -0.013
Si  0.0333  -0.0085  0.029
Si  0.0033  -0.0085  0.0059
Si  -0.0083  -0.0391  -0.015
Si  0.0121  -0.0137  -0.0171
Si  -0.0368  -0.0354  0.0474
Si  -0.0008  -0.0104  0.0308
Si  0.0216  -0.0232  -0.0109
Si  -0.0059  -0.009  -0.0016
Si  -0.0176  0.0239  -0.0042
Si  -0.0198  0.0154  0
Si  -0.0266  0.0066  -0.0041
Si  0.003  -0.0031  0.001
Si  -0.0212  0.0393  -0.0106
Si  -0.0021  0.0019  0.003
Si  0.0005  0.0075  0.0017
Si  0.0147  -0.0067  0.0039
Si  -0.0053  -0.0092  -0.002
Si  0.0237  0.0112  -0.0022
Si  0.001  -0.0289  0.0037
Si  0.0015  0.025  -0.0037
Si  0.007  -0.0069  0.0006
Si  -0.0201  0.0046  -0.0039
Si  -0.0194  -0.0084  -0.0063
Si  0.0117  -0.0014  0.0064
Si  -0.0186  -0.0028  0.0081
Si  -0.0005  0.0162  -0.0072
Si  -0.0006  0.0266  0.0083
Si  0.0006  -0.0082  -0.0029
Si  0.0029  0.009  -0.0065
Si  -0.0057  -0.0233  0.0023
Si  -0.0025  0.006  -0.0041
Si  -0.0179  0.0204  0.0213
Si  -0.0012  0.0009  -0.0121
Si  0.0299  -0.0168  0.0193
Si  -0.0031  -0.0086  0.004
Si  -0.0028  -0.012  -0.0151
Si  0.0097  -0.01  0.0281
Si  0.05  -0.0242  -0.0081
Si  -0.0372  0.0134  0.0258
Si  -0.0146  0.0079  0.0524
Si  -0.0159  0.0007  0.0031
Si  0.0945  0.0262  -0.054
Si  0.0536  0.008  0.0396
Si  -0.0138  0.0741  0.0026
Si  -0.0006  -0.0483  -0.0062
Si  -0.0074  0.077  -0.0222
Si  -0.0166  -0.0148  -0.0414
Si  -0.0069  -0.0072  0.0489
Si  0.025  -0.0085  -0.0208
Si  -0.0575  -0.0241  -0.0249
Si  -0.03  0.0534  -0.015
Si  -0.0414  -0.0665  0.0234
Si  -0.0153  0.0448  -0.0237
Si  0.0636  -0.0093  0.0001
Si  0.0156  0.0137  0.0738
Si  0.0147  -0.0132  0.0033
Si  -0.0386  -0.0011  0.0083
Si  -0.0249  -0.0451  0.0575
Si  -0.0179  0.0367  0.0129
Si  0.1688  0.0377  0.1294
Si  -0.0505  -0.1132  0.0507
Si  0.013  -0.0407  0.0397
Si  -0.0212  0.0092  -0.1237
Si  0.0517  -0.0074  -0.0887
Si  -0.1293  0.1611  0.1426
Si  0.0936  0.0367  0.0019
Si  0.0004  -0.0033  -0.0516
P  -0.0639  0.0304  -0.3173
Si  -0.0372  -0.0829  -0.2215
Si  0.0526  -0.0505  0.0593
O  0.0123  0.0136  0.0218
O  0.0072  0.0137  0.0218
O  -0.0035  -0.0027  0.026
O  -0.0066  0.0013  0.0215
O  0.2775  -0.1747  0.014
O  0.0099  0.0028  -0.0268
O  -0.0384  0.0589  0.0616
O  -0.0768  -0.019  -0.051
O  -0.0009  -0.0271  0.0403
O  -0.198  0.1778  0.2651
O  0.0902  -0.0461  0.1232
O  -0.0549  0.0509  0.0346
O  -0.0603  0.0595  -0.0481
O  0.0128  -0.0185  0.0098
O  -0.0018  0.0215  0.0368
O  0.0564  -0.0508  -0.113
O  -0.0253  0.0249  -0.0102
O  0.022  -0.043  -0.0214
O  -0.0328  0.0169  -0.0213
O  0.0344  -0.031  -0.02
O  0.0171  -0.0211  -0.0015
O  -0.0297  0.0304  -0.0259
O  0.0328  -0.0242  -0.0275
O  -0.0384  0.0322  -0.0264
Si  -0.0005  -0.0031  0.003
Si  0.0052  -0.0036  0.0442
Si  -0.0087  -0.0013  0.0492
Si  -0.0126  -0.0041  0.0157
Si  -0.0074  0.0019  -0.0073
Si  -0.0097  -0.0043  0.0268
Si  0.0065  -0.0021  0.0084
Si  0.0034  -0.001  0.0555
Si  -0.0062  0.0013  0.0594
Si  -0.0111  0.0009  0.058
Si  0.0127  -0.0194  -0.0067
Si  0.0043  0.0056  0.0418
Si  -0.0016  0.0545  -0.0487
Si  -0.0011  0.0089  -0.003
Si  0.0038  -0.0031  -0.03
Si  0.0079  -0.1214  -0.1431
Si  -0.0007  -0.0024  0.0354
Si  -0.0005  -0.0109  0.0339
Si  -0.0019  -0.0015  -0.0165
Si  -0.0154  0.0176  -0.0269
Si  0.0043  -0.0001  0.0202
Si  0.0009  -0.0046  -0.0166
Si  0  -0.0108  0.0579
Si  0.0013  -0.0046  -0.008
Si  0.0417  -0.0114  0.0426
Si  0.002  -0.0029  0.0569
Si  0.0016  -0.0041  0.0185
Si  -0.0008  0.0215  0.0065
Si  0.0018  -0.0007  0.0002
Si  -0.0176  0.0196  -0.0017
Si  0.0016  -0.0017  0.0485
Si  0.0011  0.0083  0.0273
Si  0.0259  0.0079  0.0564
Si  -0.0093  0.0055  0.0385
Si  -0.0002  -0.001  0.0363
Si  -0.0016  0.0036  -0.0083
Si  -0.0069  0.0166  -0.0038
Si  0.0032  -0.0007  0.0204
O  -0.0036  -0.0008  -0.0232
O  0.0054  -0.0134  0.0012
O  -0.0012  0.0034  -0.0119
O  0.0091  -0.0015  -0.0167
O  0.0034  -0.0049  -0.0172
O  0.004  0.0056  0.0052
O  0.004  -0.0028  -0.0238
O  0.0045  0.0037  -0.0104
O  0.0073  0.0006  0.0181
O  0.0037  0.0154  -0.0064
O  -0.0198  -0.0016  -0.0251
O  -0.0106  -0.0039  -0.032
O  -0.0051  0.0044  -0.0174
O  -0.0028  -0.0006  -0.0132
O  -0.0124  -0.0149  0.0071
O  0.0045  -0.0012  -0.0168
O  -0.0001  -0.0006  0.014
O  0.0013  -0.0064  -0.0004
O  0.0054  0.0168  -0.0188
O  0.0019  -0.0011  -0.0389
O  -0.001  0.0138  0.0017
O  0.0049  -0.0058  0.0111
O  0.0013  -0.0001  -0.0133
O  0.0002  -0.0026  0.0008
O  0.0029  0.0001  0.0119
O  -0.0023  -0.0019  -0.0107
O  -0.0071  0.0049  -0.0035
O  0.0081  0.0063  0.0288
O  -0.002  -0.0114  -0.0066
O  0.0019  0.0025  -0.0302
O  -0.0074  -0.0143  -0.0057
O  0.0011  -0.0063  0.0013
O  0.0057  0.0141  -0.0046
O  -0.0055  -0.0096  -0.0252
O  0.0096  -0.0003  -0.0276
O  -0.0066  -0.0043  -0.0263
O  -0.0043  0.0045  -0.0249
O  -0.0017  0.0116  -0.0228
O  -0.0066  0.0088  -0.0162
O  0  -0.0157  0.0172
O  0.0031  0.0011  -0.0231
O  0.0151  0.0013  -0.0133
O  -0.0058  -0.0118  -0.0076
O  -0.0051  -0.0125  -0.0136
O  0.0028  -0.0055  -0.0332
O  0.0114  -0.0023  0.0092
O  -0.0101  -0.0026  0.0005
O  0.0009  -0.0028  -0.0204
O  0.002  -0.0013  -0.0239
O  -0.0008  0.0058  -0.0118
O  0.0061  -0.0097  -0.0312
O  0.0044  -0.003  0.0157
O  -0.0091  0.0081  -0.0253
O  0.0016  0.0001  -0.0082
O  0.007  -0.0059  -0.0158
O  -0.0114  0.0003  -0.0235
O  0.0027  -0.0079  -0.0323
O  -0.0015  -0.0009  -0.025
O  0.0154  -0.0067  -0.0084
O  0.0004  -0.0067  -0.0112
O  -0.0029  -0.003  -0.012
O  0.0018  0.0177  0.0166
O  -0.0177  -0.002  -0.0005
O  -0.0044  0.0191  -0.0167
O  0.003  0.0037  -0.017
O  -0.0311  0.0193  0.0164
O  -0.0051  -0.0034  0.0064
O  -0.0018  0.0014  -0.0176

The program warned: the cutoff lies below the one the program advises for these potential files; the forces do not sum to zero within the program's tolerance; the exchange-correlation potential is rough where the density is thin.
